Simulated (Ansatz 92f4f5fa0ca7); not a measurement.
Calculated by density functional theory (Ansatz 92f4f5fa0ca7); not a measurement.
Periodic cell of 240 atoms, Si143O91P6, from a study of silicon, its oxide and their interface. The atomic structure is a simulated model.

Settings: functional PBE; potential files Ansatz PAW; basis plane waves; wave-function cutoff 700 eV; density cutoff ratio 5; exchange-correlation grid ratio 1; k mesh 2 x 2 x 1, shifted by 0.5 0.5 0.5 of a step; self-consistency stop 5e-08 eV per atom in the density residual; occupations fixed; spin none; net charge 0.

Cell vectors (angstrom)
a, 11.6015, 0, 0
b, 0, 10.938, 0
c, 0, 0, 32.661

Atoms and the computed forces on them: element, x, y, z (angstrom), force x, y, z (eV/angstrom)
P, 0.0124, 0.0607, 23.8066, 0.0145, -0.0485, -0.0087
Si, 3.8902, -0.0238, 23.9744, 0.0361, -0.0731, -0.0307
Si, 7.7311, 0.1605, 24.0329, -0.0633, -0.0964, -0.0374
Si, 1.9279, 1.3936, 23.928, 0.0169, 0.0591, -0.0049
Si, 5.7502, 1.448, 23.9877, -0.0656, 0.0232, -0.0625
Si, 9.7706, 1.4568, 24, 0.0272, 0.0724, -0.0198
Si, 0.162, 5.4777, 23.8672, 0.0428, -0.0734, 0.0004
P, 3.7399, 5.3351, 24.0682, -0.0558, -0.0058, -0.0291
Si, 7.7285, 5.4348, 24.0647, -0.0139, -0.0434, -0.0616
P, 2.0475, 6.8379, 23.9538, 0.0386, 0.025, -0.007
Si, 5.623, 6.6444, 24.1809, -0.0413, 0.0438, 0.0049
Si, 9.6743, 6.8402, 23.885, -0.0245, 0.0599, -0.0508
Si, 1.9168, 2.7263, 25.9087, 0.0441, -0.056, -0.0247
Si, 5.7567, 2.8375, 25.8969, -0.0605, -0.0756, 0.0156
Si, 9.6751, 2.7563, 25.9589, 0.0159, -0.0466, 0.0266
Si, 11.6019, 4.1314, 25.859, -0.0018, 0.0403, -0.0242
Si, 3.7999, 4.1498, 25.9914, -0.0225, 0.0335, 0.0092
Si, 7.7352, 4.1094, 25.9933, 0.0801, 0.0477, 0.016
Si, 1.9066, 8.168, 25.8356, -0.0506, -0.0368, -0.0011
Si, 5.8116, 8.197, 25.9536, 0.0178, -0.0381, -0.0083
Si, 9.7206, 8.2466, 25.8198, 0.0119, -0.0703, 0.001
Si, 11.6265, 9.6823, 25.7558, 0.0527, 0.0513, 0.0048
Si, 3.8512, 9.5305, 25.9017, -0.0165, 0.0742, -0.039
Si, 7.7585, 9.5805, 25.8735, -0.0359, 0.0667, 0.0202
Si, 11.609, -0.0204, 27.801, 0.0163, -0.0488, 0.0049
Si, 3.8536, -0.0062, 27.8183, -0.0066, -0.0456, 0.0163
Si, 7.7351, 0.0036, 27.8213, -0.0038, -0.0532, -0.0259
Si, 1.921, 1.3555, 27.8336, 0.0043, 0.0653, 0.013
Si, 5.7873, 1.3701, 27.7928, -0.0062, 0.051, -0.0115
Si, 9.6808, 1.3487, 27.8484, 0.0052, 0.0596, -0.0278
Si, 11.6048, 5.4785, 27.8145, 0.0014, -0.0486, 0.0228
Si, 3.8435, 5.5205, 27.8785, -0.0169, -0.0508, 0.0121
Si, 7.7545, 5.5136, 27.8677, 0.0073, -0.0394, -0.0051
Si, 1.9026, 6.8738, 27.8231, -0.0212, 0.0436, 0.0211
Si, 5.8056, 6.8369, 27.869, -0.0016, 0.0481, -0.0143
Si, 9.698, 6.8765, 27.7935, 0.0127, 0.0482, 0.0106
Si, 1.9336, 2.7345, 29.7617, -0.0073, -0.0317, -0.0208
Si, 5.8008, 2.7345, 29.7617, -0.0311, -0.044, -0.2354
Si, 9.6679, 2.7345, 29.7617, 0.0326, -0.0765, 0.0669
Si, 0, 4.1018, 29.7617, -0.0235, 0.0457, -0.1129
Si, 3.8672, 4.1018, 29.7617, -0.0594, 0.0656, 0.1459
Si, 7.7343, 4.1018, 29.7617, 0.087, 0.0876, 0.08
Si, 1.9336, 8.2035, 29.7617, -0.0724, 0.089, 0.0745
Si, 5.8008, 8.2035, 29.7617, 0.0094, 0.1006, 0.2563
Si, 9.6679, 8.2035, 29.7617, 0.0649, 0.0866, -0.0736
Si, 0, 9.5708, 29.7617, 0.0287, -0.0584, -0.0584
Si, 3.8672, 9.5708, 29.7617, -0.0023, 0.0415, -0.0261
Si, 7.7343, 9.5708, 29.7617, -0.0471, 0.0433, -0.0225
Si, 0, 0, 31.6953, -0.0073, 0.0947, 0.0005
Si, 3.8672, 0, 31.6953, -0.0172, -0.024, -0.0153
Si, 7.7343, 0, 31.6953, 0.0151, 0.012, -0.0119
Si, 1.9336, 1.3673, 31.6953, 0.0033, 0.0422, -0.0253
Si, 5.8008, 1.3673, 31.6953, 0.0178, -0.0233, 0.0014
Si, 9.6679, 1.3673, 31.6953, -0.018, 0.0992, -0.0072
Si, 0, 5.469, 31.6953, 0.0069, 0.0101, -0.0299
Si, 3.8672, 5.469, 31.6953, -0.0051, -0.062, 0.0263
Si, 7.7343, 5.469, 31.6953, 0.0054, -0.0905, 0.0007
Si, 1.9336, 6.8362, 31.6953, 0.0133, 0.0422, -0.0254
Si, 5.8008, 6.8362, 31.6953, -0.0058, 0.0151, 0.0395
Si, 9.6679, 6.8362, 31.6953, -0.0122, -0.1109, 0.032
Si, 1.9336, 2.7345, 0.9679, -0.0335, -0.0659, 0.0103
Si, 5.8008, 2.7345, 0.9679, 0.0075, -0.0698, 0.1277
Si, 9.6679, 2.7345, 0.9679, 0.0544, -0.0938, -0.2523
Si, 0, 4.1018, 0.9679, -0.1113, -0.0357, -0.0071
Si, 3.8672, 4.1018, 0.9679, 0.0669, 0.013, 0.041
Si, 7.7343, 4.1018, 0.9679, 0.025, 0.0941, -0.0627
Si, 1.9336, 8.2035, 0.9679, 0.0218, -0.0191, -0.2577
Si, 5.8008, 8.2035, 0.9679, -0.0399, 0.0087, 0.0334
Si, 9.6679, 8.2035, 0.9679, -0.0084, -0.0091, 0.2689
Si, 0, 9.5708, 0.9679, 0.0005, -0.139, 0.1035
Si, 3.8672, 9.5708, 0.9679, -0.0146, -0.0686, -0.2041
Si, 7.7343, 9.5708, 0.9679, 0.0301, -0.0706, 0.0058
Si, 11.6027, -0.0503, 2.9403, -0.0009, -0.0493, -0.0026
Si, 3.8671, -0.0151, 2.8799, -0.0056, -0.0338, 0.004
Si, 7.751, -0.0315, 2.918, 0.0029, -0.041, -0.0063
Si, 1.9156, 1.3335, 2.8823, -0.021, 0.0397, -0.0227
Si, 5.8092, 1.318, 2.893, 0.0019, 0.0566, 0.0057
Si, 9.6917, 1.324, 2.8452, 0.0109, 0.057, -0.0154
Si, 11.5837, 5.4727, 2.8951, -0.0189, -0.0306, -0.002
Si, 3.8755, 5.4581, 2.9102, 0.0196, -0.0549, 0.0105
Si, 7.7288, 5.5053, 2.8703, 0.0009, -0.0575, 0.0149
Si, 1.9244, 6.789, 2.8391, -0.0063, 0.0518, 0.0143
Si, 5.8019, 6.8551, 2.9169, -0.0081, 0.0292, 0.011
Si, 9.6643, 6.8757, 2.9801, 0.0147, 0.0588, 0.0007
Si, 1.8992, 2.6844, 4.8056, -0.0289, -0.0485, 0.0186
Si, 5.7875, 2.6529, 4.8411, 0.0171, -0.0279, -0.0121
Si, 9.6691, 2.7708, 4.6797, 0.05, -0.047, 0.0035
Si, 11.611, 4.1473, 4.846, 0.0135, 0.0362, -0.0018
Si, 3.8575, 3.9933, 4.7882, 0.018, 0.0698, -0.0213
Si, 7.7014, 4.0214, 4.69, -0.0218, 0.0488, 0.0043
Si, 1.9184, 8.1411, 4.7387, 0.0007, -0.0449, 0.0236
Si, 5.8373, 8.198, 4.8855, -0.0006, -0.0599, -0.0008
Si, 9.6731, 8.1884, 5.0327, -0.0259, -0.0602, -0.0271
Si, 11.6252, 9.5386, 4.9337, 0.0188, 0.0479, 0.009
Si, 3.8457, 9.4905, 4.7549, -0.0288, 0.0448, -0.0137
Si, 7.7495, 9.6168, 4.9158, 0.0458, 0.0466, 0.005
Si, 11.6586, 0.1847, 6.7329, 0.0521, -0.0333, 0.0308
Si, 3.692, -0.0092, 6.5887, -0.1119, -0.0576, 0.0406
P, 7.7397, -0.0324, 6.8152, 0.0301, -0.017, -0.0186
P, 1.9489, 1.515, 6.7577, -0.0055, 0.0005, -0.0073
Si, 5.7399, 1.2289, 6.7572, 0.0166, 0.0495, 0.041
Si, 9.5986, 1.3664, 6.5244, -0.0652, 0.0369, 0.0518
P, 11.679, 5.3224, 6.827, 0.0328, -0.0541, -0.0335
Si, 3.8698, 5.3507, 6.692, 0.015, -0.0638, 0.0808
Si, 7.7952, 5.2429, 6.6603, -0.0188, -0.073, 0.0512
Si, 1.9281, 6.7013, 6.5926, -0.0426, 0.0801, 0.0286
Si, 5.8698, 6.6338, 6.692, -0.0021, 0.0648, 0.0469
Si, 9.7329, 6.5687, 6.8633, -0.0273, 0.0579, 0.0436
O, 9.7067, 2.3922, 7.8292, -0.0401, 0.0364, 0
O, 5.9448, 7.3828, 8.1755, -0.0141, -0.0118, -0.0357
O, 3.4744, 9.9879, 7.9315, 0.0156, -0.0152, -0.0116
O, 9.4949, 7.031, 8.4588, 0.0295, 0.0237, -0.002
O, 2.0222, 7.7151, 7.9068, 0.0067, -0.0011, -0.0005
O, 3.8969, 4.5272, 8.1471, 0.0074, 0.0077, -0.0117
O, 5.5341, 1.9978, 8.245, 0.0318, 0.0106, -0.0048
O, -0.0208, 10.6395, 8.3189, 0.0219, -0.0262, 0.0057
O, 7.7458, 4.2346, 8.0049, 0.0193, -0.013, -0.0223
O, 7.3804, 10.2127, 22.6747, 0.0209, 0.0065, 0.0031
O, 5.3286, 7.5699, 22.8686, 0.008, 0.0437, -0.0299
O, 7.7946, 4.3728, 22.7771, 0.0088, -0.0107, 0.0225
O, 9.3546, 7.8313, 22.5817, 0.0392, -0.001, 0.0173
O, 4.1154, 9.9812, 22.6071, 0.0116, -0.0119, 0.027
O, 2.0534, 2.4455, 22.6273, -0.0262, 0.0241, 0.0075
O, 5.6409, 2.0644, 22.4207, 0.0347, 0.0068, 0.0269
O, 0.3807, 4.5085, 22.5168, -0.0007, -0.0149, -0.0024
O, 9.8685, 2.6139, 22.7706, -0.0244, 0.0085, 0.0068
Si, -0.0481, 10.2965, 12.571, 0.0014, 0.0041, -0.0056
Si, 10.262, 3.4639, 11.3475, 0.0017, 0.0008, -0.0011
Si, 2.9501, 0.8407, 17.2425, 0.0054, 0.004, 0.0001
Si, 3.2984, 8.0452, 14.3524, -0.0095, 0.0004, 0.0046
Si, 8.9129, 0.5927, 12.2501, 0.0002, 0.0018, 0.0006
Si, 4.6098, 9.1713, 17.1282, 0.0059, 0.0001, -0.0007
Si, 0.9163, 5.3465, 10.8588, 0.0035, -0.0036, 0.002
Si, 2.8185, 8.8014, 8.826, -0.0028, -0.0046, -0.0044
Si, 10.5449, 8.5908, 16.7664, -0.0317, 0.0315, 0.081
Si, 6.2332, 3.8787, 18.7323, -0.0083, 0.0105, 0.0001
Si, 3.6795, 3.8242, 16.936, -0.0026, 0.0038, -0.0003
Si, 0.5948, 7.3257, 13.2228, 0.0023, -0.0017, 0.0048
Si, 7.295, 5.7831, 14.8047, 0.0203, 0.0111, -0.0069
Si, 1.2638, 3.4581, 21.6008, 0.0052, 0.0015, 0.0053
Si, 7.1216, 10.0267, 21.0762, 0.007, -0.0041, -0.0085
Si, 8.7085, 5.4348, 19.5995, -0.001, -0.0022, -0.0074
Si, 9.4584, 8.1901, 20.9944, 0.0039, 0.0098, -0.0151
Si, 3.7626, 4.7877, 9.7517, -0.0025, -0.0003, 0.0094
Si, 0.5562, 0.0904, 15.3472, 0.0088, -0.0007, -0.0139
Si, 3.0157, 7.94, 19.4682, -0.0508, -0.0066, 0.0194
Si, 10.9348, 5.5313, 17.5031, -0.0051, 0.002, 0.0142
Si, 4.4807, 10.7325, 13.0587, -0.0007, 0.0012, 0.0001
Si, 6.3747, 1.9485, 20.9638, 0.004, 0.0037, -0.0224
Si, 7.4274, 8.7538, 16.0195, 0.0211, -0.0005, 0.0135
Si, 6.6421, 9.8891, 10.8893, 0.001, -0.0002, -0.0021
Si, 0.1655, 9.3628, 19.5557, 0.0009, -0.0069, -0.0655
Si, 4.3276, 2.6269, 11.8234, -0.0004, 0.0011, -0.0034
Si, 4.344, 5.0373, 14.0991, -0.015, -0.0039, -0.0013
Si, 8.6735, 3.1652, 8.8187, 0.0241, -0.014, -0.0151
Si, 1.9031, 5.0755, 19.1101, -0.0037, 0.0001, 0.002
Si, 8.8057, 3.4742, 21.8587, 0.0077, -0.0034, 0.0017
Si, 10.8965, 2.6075, 16.6699, 0.0025, 0.0017, 0.0011
Si, 7.8463, 3.0225, 16.324, -0.0157, 0.0022, -0.0092
Si, 4.6976, 8.65, 21.8555, -0.0103, -0.0272, -0.0135
Si, 0.2165, 9.9352, 9.7619, -0.0015, 0.0057, 0.0086
Si, 9.5511, 6.0976, 12.7108, -0.007, 0.0055, 0.0029
Si, 6.8873, 0.5927, 14.5795, -0.0045, 0.0073, -0.0015
Si, 10.2492, 7.2266, 9.9011, -0.0129, -0.0004, -0.0079
Si, 5.3888, 7.3805, 9.7029, -0.006, 0.0071, 0.0244
Si, 0.6585, 1.4347, 19.2989, 0.0011, 0.0011, -0.0024
Si, 6.2341, 1.5667, 9.67, 0.0015, -0.0008, 0.0025
O, 5.9353, 8.9466, 20.839, -0.0014, 0.0085, 0.0178
O, 5.2712, 0.3998, 14.3568, 0.0053, -0.0145, -0.01
O, 7.9221, 4.5535, 15.7042, -0.0035, -0.0086, 0.0089
O, 9.7477, 1.9383, 11.7134, -0.0054, 0.009, 0.0159
O, 11.0213, 6.9887, 16.7108, -0.0202, 0.0239, 0.0199
O, 2.1624, 1.1947, 18.6525, -0.0199, -0.0017, -0.018
O, 3.5983, 4.591, 15.4917, 0.0177, -0.0048, 0.0026
O, 6.5179, 8.2821, 10.5148, -0.0226, 0.0082, -0.0143
O, 7.1032, 5.1059, 19.4065, 0.0199, -0.0131, 0.0028
O, 3.6374, 3.345, 10.522, -0.0006, 0.0095, -0.0159
O, 10.7154, 6.7714, 13.6725, -0.0084, -0.0065, -0.025
O, 5.9334, 5.1126, 14.2848, 0.0003, 0.0032, 0.0004
O, 9.3919, 6.8747, 11.2627, 0.0217, -0.0149, 0.0095
O, 7.7584, 1.0876, 13.284, 0.0127, -0.0169, -0.0061
O, 2.793, 6.4024, 19.0684, 0.0033, 0.0518, 0.0352
O, 5.7748, 2.2415, 11.1047, 0.0108, -0.0264, -0.0042
O, 7.4697, 10.0444, 14.9934, -0.011, -0.0007, 0.0126
O, 11.2527, 4.222, 16.5385, -0.0118, -0.0063, 0.0152
O, 11.5636, 1.6063, 15.5626, 0.0026, 0.0004, 0.0135
O, 5.6556, 10.0839, 12.1528, 0.0019, 0.0112, -0.0085
O, 6.5086, 0.4318, 20.3804, -0.006, 0.0095, 0.0244
O, 6.2385, 9.1178, 17.0721, -0.0113, 0.0017, -0.0111
O, 10.6771, 8.7904, 9.9105, 0.0165, -0.0042, 0.0115
O, 4.1857, 3.8028, 12.988, -0.0083, -0.0043, 0.0091
O, 7.0437, 7.2302, 15.5274, 0.0127, 0.0069, 0.0058
O, 10.8575, 9.1632, 18.2392, 0.066, -0.0366, -0.0129
O, 7.787, 2.0138, 9.5408, -0.0044, 0.0183, -0.0163
O, 2.149, 4.3924, 20.5809, -0.0145, 0.0065, -0.0103
O, 0.3035, 8.7129, 12.4223, 0.0018, 0.0039, 0.0167
O, 9.328, 2.4111, 16.3899, 0.0161, 0.0101, 0.0058
O, 5.0167, 4.3458, 17.7434, -0.0086, -0.0144, -0.0039
O, 4.1929, 8.409, 18.4826, -0.0145, 0.0095, -0.0092
O, 9.4399, 4.4484, 20.7067, -0.0274, 0.0094, 0.0056
O, 1.6768, 8.8442, 19.2793, -0.0337, -0.0298, 0.015
O, 0.1254, -0.0048, 11.0636, -0.0162, -0.0218, 0.0065
O, 3.9715, 8.1741, 9.7701, 0.0275, -0.0186, -0.0235
O, 9.4439, 5.316, 18.1469, 0.0155, 0.0064, 0.0214
O, 6.0719, -0.0668, 9.7057, 0.0105, 0.0173, 0.0215
O, 11.2624, 9.6765, 15.7339, -0.0072, -0.0027, 0.0211
O, 2.3086, 5.432, 10.0483, 0.0099, 0.0071, -0.009
O, 11.277, 2.0307, 18.1451, 0.015, -0.0023, -0.0102
O, 0.4946, 2.4678, 20.5514, 0.0005, -0.0112, 0.0042
O, 8.5573, 9.4825, 20.5239, -0.0045, -0.0175, 0.0187
O, 6.9487, 1.8879, 15.5688, 0.0141, 0.0079, 0.0024
O, 8.1522, 10.4822, 11.2056, -0.0142, 0.0038, 0.0142
O, 0.3534, 5.4898, 18.7905, 0.0048, -0.0079, -0.0207
O, 1.1935, 6.1372, 12.2718, -0.0158, 0.0134, -0.0064
O, 9.5232, 3.9297, 9.9648, -0.0082, -0.0213, 0.006
O, 9.8202, 4.4936, 12.5325, 0.0029, 0.0119, -0.0181
O, 3.6148, 2.2167, 16.6621, -0.0138, 0.0022, 0.017
O, 5.0001, 5.8318, 10.2029, -0.0142, 0.0051, -0.0311
O, 3.912, 8.4139, 15.8311, 0.0044, 0.0091, 0.0067
O, 4.1782, 10.7272, 17.3673, -0.0009, -0.008, -0.0038
O, 11.527, 6.2297, 9.92, -0.0122, 0.0047, 0.0199
O, 0.8882, 0.0003, 13.7447, -0.0191, -0.0158, 0.016
O, 3.7661, 1.1429, 12.3561, 0.0215, 0.0003, 0.0178
O, 0.276, 3.8295, 11.1124, -0.0127, 0.0305, -0.0046
O, 8.1604, 6.2028, 13.503, 0.0099, -0.0079, 0.0141
O, 3.5381, 9.423, 13.4419, 0.0058, -0.0068, 0.0109
O, 1.9314, 0.0768, 16.2136, -0.0128, 0.006, 0.0044
O, 5.6017, 2.9246, 19.9071, 0.0309, -0.0088, 0.0086
O, 8.929, 8.647, 16.6187, 0.053, -0.0109, -0.0229
O, 1.6769, 7.7068, 14.3988, 0.0097, 0.0056, -0.0187
O, 1.7349, 9.3825, 9.8646, -0.0045, 0.0003, -0.019
O, 11.0418, 8.51, 20.7412, -0.0035, 0.0165, -0.0339
O, 11.7641, 0.0099, 19.9079, 0.0198, -0.0492, -0.0289
O, 2.384, 4.1371, 17.8704, 0.0124, 0.0131, 0.0063
O, 7.9376, 2.368, 21.0717, -0.021, 0.021, 0.0173
O, 7.288, 3.0317, 17.8467, -0.0081, 0.0109, 0.012
O, 3.9063, 6.6088, 13.7591, -0.0053, 0.0078, 0.0092
O, 3.473, 8.0104, 21.0184, 0.011, 0.0345, -0.0264
O, 8.8822, 6.956, 20.1164, 0.0067, -0.0124, 0.0122
O, 10.0079, 10.5893, 13.0144, 0.0097, 0.0113, -0.0179

Results
free energy: -147215.221 eV
free energy less fixed offsets of O -569.03, P -756.45, Si -635.61 eV per atom: -2.561 eV

The program warned: the cutoff lies below the one the program advises for these potential files; the forces do not sum to zero within the program's tolerance; the exchange-correlation potential is rough where the density is thin.
